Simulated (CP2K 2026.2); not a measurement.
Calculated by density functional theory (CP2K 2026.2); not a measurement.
Periodic cell of 517 atoms, Si360O157, from a study of silicon, its oxide and their interface. The atomic structure is a simulated model.
Doubt: the forces sum to 3.75 eV/angstrom along one axis rather than to zero, so they err by at least 0.0072 eV/angstrom per atom on average; the grid cutoff is modest.

Settings
functional: PBE
method: Gaussian and plane waves
basis set: DZVP-MOLOPT-SR-GTH
pseudopotentials: GTH-PBE
grid cutoff: 300 Ry, relative cutoff 40 Ry
k points: Gamma only
occupations: fixed
spin: none
net charge: 0

Cell vectors (angstrom)
a	16.32	0	0
b	0	16.32	0
c	1.4988	-0.3552	34.7376

Atoms and the computed forces on them: element, x, y, z (angstrom), force x, y, z (eV/angstrom)
Si	-2.295	-4.358	-0.877	-0.077	0.08	0.109
Si	1.28	0.711	1.199	-0.441	-0.158	0.528
Si	-1.936	4.606	1.543	-0.14	0.113	0.561
Si	0.828	7.241	1.411	-0.146	0.133	0.588
Si	-0.869	-7.356	1.538	0.028	-0.033	-0.005
Si	1.774	-4.571	1.521	0.022	-0.016	0.002
Si	3.827	-1.185	1.285	0.237	-0.24	0.646
Si	6.489	1.737	1.333	0.138	-0.189	0.698
Si	4.713	4.354	1.307	0.426	0.175	0.443
Si	7.265	6.597	1.472	-0.054	0.171	0.698
Si	3.502	10.015	1.413	-0.035	0.042	0.043
Si	-9.22	-4.337	1.416	-0.147	0.048	0.684
Si	-6.504	-1.597	1.471	-0.166	0.016	0.712
Si	-3.994	1.114	1.478	0.001	0.29	0.696
Si	-6.956	4.277	1.339	0.201	-0.152	0.725
Si	-3.649	6.318	1.575	0.021	0.052	-0.035
Si	-6.885	-6.456	1.401	0.132	-0.211	0.732
Si	-4.282	-3.802	1.398	0.206	-0.185	0.79
Si	-0.095	-0.097	2.871	0.145	-0.029	-0.084
Si	2.487	2.911	2.698	0.065	-0.389	0.734
Si	-0.113	5.512	2.727	-0.043	0.059	-0.07
Si	2.623	8.194	2.653	0.003	0.029	-0.08
Si	0.068	-5.578	2.778	0.014	0.002	-0.042
Si	2.76	-2.783	2.691	-0.014	0.018	-0.04
Si	5.4	0.035	2.574	0.015	-0.011	0
Si	-8.147	2.727	2.663	-0.004	-0.016	-0.053
Si	5.747	5.582	2.913	0.028	0.004	-0.059
Si	-7.99	8.236	2.681	0.001	0.033	-0.042
Si	5.383	-5.436	2.619	0.011	-0.024	-0.037
Si	-8.133	-2.73	2.734	0.024	-0.011	-0.023
Si	-5.429	-0.062	2.858	-0.008	0.013	-0.045
Si	-2.807	2.755	2.717	-0.009	-0.009	-0.038
Si	-5.415	5.374	2.755	-0.039	-0.004	-0.015
Si	-2.651	8.07	2.791	-0.016	-0.006	-0.024
Si	-5.373	-5.359	2.759	-0.02	-0.005	-0.071
Si	-2.703	-2.696	2.687	0.031	0.025	-0.021
Si	-1.373	1.439	4.096	-0.04	0.008	-0.024
Si	1.201	4.16	4.144	0.047	-0.005	-0.011
Si	-1.378	6.778	4.244	0.011	0.002	-0.031
Si	1.378	9.456	4.216	-0.028	-0.046	-0.038
Si	-1.335	-4.115	3.999	-0.021	0.039	0.024
Si	1.343	-1.47	4.09	0.041	0.009	0.012
Si	3.98	1.402	3.919	-0.02	0.066	-0.015
Si	6.909	4.042	4.18	-0.025	-0.061	0.023
Si	4.081	6.85	3.993	-0.007	-0.014	-0.001
Si	6.768	-6.835	3.981	0.025	0.022	0.01
Si	4.154	-4.054	4.087	-0.011	0.017	0.006
Si	-9.542	-1.312	3.987	-0.013	0.006	-0.004
Si	-6.837	1.351	4.073	-0.007	0.039	0.017
Si	-4.147	4.007	4.175	0.009	0.026	-0.005
Si	-6.726	6.822	4.082	-0.016	-0.037	-0.008
Si	-4.038	-6.811	4.04	-0.027	0.033	-0.02
Si	-6.777	-4.056	4.137	0.015	0.001	0.031
Si	-4.022	-1.388	4.162	-0.009	-0.067	0.062
Si	-2.692	0.03	5.467	0.004	-0.013	-0.016
Si	-0.058	2.758	5.511	-0.015	-0.027	0.004
Si	-2.765	5.39	5.514	0	-0.006	-0.014
Si	0.006	8.13	5.558	-0.015	0.001	0.036
Si	-2.701	-5.442	5.404	0.021	0.002	0.024
Si	-0.002	-2.797	5.445	-0.019	-0.01	0.029
Si	2.698	0.007	5.362	0.01	0.017	-0.027
Si	5.388	2.692	5.38	-0.002	-0.017	-0.038
Si	2.713	5.478	5.385	-0.016	0.002	0
Si	5.427	-8.151	5.407	0.011	0.001	0.011
Si	2.774	-5.433	5.453	0.005	0.002	-0.045
Si	5.473	-2.672	5.42	0.024	0.025	0.015
Si	-8.202	0.001	5.413	0.007	-0.012	-0.009
Si	-5.495	2.67	5.505	-0.004	-0.025	0.003
Si	-8.08	5.454	5.478	-0.014	0.005	0
Si	-5.396	8.179	5.445	-0.003	-0.013	0.005
Si	-8.195	-5.457	5.391	0.019	0.001	-0.035
Si	-5.42	-2.718	5.5	-0.001	-0.023	-0.001
Si	-1.338	-1.373	6.788	0.002	-0.022	0.001
Si	1.356	1.357	6.771	0.001	-0.018	-0.006
Si	-1.401	4.072	6.889	-0.004	0.02	0.016
Si	1.399	6.782	6.848	-0.006	-0.011	0.004
Si	-1.363	9.54	6.825	-0.022	-0.001	0.018
Si	1.379	-4.108	6.812	-0.038	-0.007	0.014
Si	4.074	-1.328	6.758	-0.03	0.013	-0.003
Si	6.755	1.354	6.774	-0.022	0.025	-0.004
Si	4.064	4.087	6.744	0	0.007	-0.012
Si	6.798	6.799	6.769	0.009	0.006	0.001
Si	4.118	-6.789	6.811	-0.006	-0.016	0.009
Si	-9.506	-4.065	6.773	-0.009	-0.008	0.014
Si	-6.817	-1.344	6.793	0.002	0.012	0.018
Si	-4.094	1.333	6.836	0.012	0.017	0.006
Si	-6.785	4.083	6.862	0.002	0.004	0.011
Si	-4.086	6.806	6.836	0.019	0.009	0.02
Si	-6.815	-6.799	6.77	-0.003	-0.002	-0.01
Si	-4.061	-4.102	6.809	0.013	-0.014	-0.01
Si	0.015	-0.009	8.15	-0.003	0.012	0.011
Si	2.718	2.724	8.128	0	0.005	-0.001
Si	0.012	5.431	8.195	-0.006	0.013	0.01
Si	2.749	-8.152	8.174	0	0.003	0.015
Si	0.009	-5.442	8.181	0.014	-0.006	0.009
Si	2.725	-2.702	8.135	0.013	-0.002	-0.001
Si	5.426	-0.002	8.155	0.016	-0.012	0.006
Si	8.122	2.716	8.151	0.001	-0.004	0
Si	5.433	5.433	8.123	-0.003	0.005	0.006
Si	-8.168	-8.158	8.142	-0.003	-0.007	-0.011
Si	-10.859	-5.417	8.157	0.009	0.012	0.011
Si	8.165	-2.722	8.153	0.01	0.002	0.003
Si	-5.462	-0.012	8.18	-0.002	-0.016	0.009
Si	-2.749	2.697	8.212	-0.005	-0.006	0.011
Si	-5.431	5.448	8.206	0.01	-0.006	0.009
Si	-2.72	8.173	8.18	0.004	-0.001	0.007
Si	-5.448	-5.451	8.15	0.007	0.007	0.003
Si	-2.71	-2.722	8.157	0	-0.004	0.002
Si	-1.363	1.353	14.931	-0.002	0.004	-0.009
Si	1.367	4.081	14.962	-0.015	0.007	0.002
Si	-1.352	6.814	14.947	0.007	-0.011	-0.008
Si	1.357	-6.766	14.962	0.004	-0.005	-0.01
Si	-1.335	-4.07	14.988	-0.005	0.006	0.003
Si	1.375	-1.38	14.975	-0.003	-0.009	0.003
Si	4.075	1.338	14.985	0.013	-0.004	-0.005
Si	6.802	4.055	14.971	0.006	-0.017	0.001
Si	4.101	-9.518	14.947	-0.003	0.007	-0.009
Si	-9.539	-6.799	14.968	-0.013	0.011	-0.004
Si	4.06	-4.095	14.965	0.005	-0.012	-0.012
Si	6.787	-1.378	14.968	0.002	0.009	-0.01
Si	-6.803	1.353	14.951	-0.006	-0.006	-0.009
Si	-4.079	4.089	14.918	0	-0.007	-0.007
Si	-6.809	6.79	14.93	0.007	0.009	0.002
Si	-4.064	9.518	14.964	-0.003	0.002	-0.002
Si	-6.816	-4.069	14.968	0.003	0	-0.009
Si	-4.096	-1.348	14.972	-0.01	0.011	-0.007
Si	-2.729	0.028	16.312	0.017	0.02	-0.01
Si	-0.005	2.701	16.29	-0.023	0.026	-0.005
Si	-2.72	5.443	16.281	0.014	-0.004	-0.005
Si	-0.019	8.21	16.304	-0.016	-0.006	-0.001
Si	-2.691	-5.448	16.329	0.014	-0.017	0
Si	0.039	-2.725	16.371	-0.005	-0.003	-0.005
Si	2.726	-0.036	16.355	0.006	-0.012	0
Si	5.436	2.697	16.342	0.006	0.028	-0.006
Si	2.768	5.427	16.3	0.003	-0.007	0
Si	5.429	-8.161	16.34	0.001	-0.018	-0.018
Si	2.696	-5.418	16.365	-0.021	0.003	-0.005
Si	5.416	-2.747	16.321	-0.007	0	0.009
Si	-8.152	-0.027	16.31	0.03	0	-0.007
Si	-5.423	2.727	16.277	0.023	0.009	-0.008
Si	-8.153	5.434	16.306	0.006	-0.013	-0.017
Si	-5.443	8.138	16.285	-0.005	-0.008	-0.017
Si	-8.181	-5.434	16.32	0.003	0.012	-0.01
Si	-5.487	-2.683	16.333	-0.006	0.008	-0.004
Si	-1.314	-1.288	17.644	-0.022	-0.003	0.001
Si	1.392	1.394	17.662	0.007	0.003	-0.015
Si	-1.439	4	17.624	0.019	0.006	-0.017
Si	1.381	6.827	17.558	-0.009	0.017	-0.041
Si	-1.321	-6.756	17.762	0.009	0.009	-0.004
Si	1.352	-4.094	17.813	-0.012	0.012	-0.015
Si	4.042	-1.454	17.726	-0.037	-0.017	0.008
Si	-9.506	1.311	17.658	-0.015	0.01	0.007
Si	4.096	4.067	17.721	-0.003	-0.015	-0.026
Si	-9.567	6.73	17.672	0.029	-0.02	-0.022
Si	4.079	-6.774	17.694	-0.01	-0.003	0.008
Si	-9.513	-4.047	17.695	0.015	0.001	-0.023
Si	-6.825	-1.329	17.764	0.01	0.006	-0.031
Si	-4.121	1.361	17.679	-0.029	0.006	-0.025
Si	-6.706	4.136	17.633	-0.023	0.017	0.019
Si	-4.012	6.861	17.646	0.011	0.017	-0.023
Si	-6.866	9.439	17.619	-0.003	-0.002	-0.003
Si	-4.11	-4.084	17.596	-0.011	-0.021	-0.003
Si	0.019	0.111	19.034	-0.033	-0.014	0.034
Si	2.749	2.701	19.081	0.005	-0.017	-0.018
Si	0.006	5.404	18.771	0.023	0.02	0
Si	2.684	8.16	18.99	-0.011	-0.059	0.029
Si	0.009	-5.437	19.242	0.021	-0.001	0.021
Si	2.705	-2.764	19.226	0.037	0.02	0
Si	5.458	-0.111	19.003	0.029	-0.003	-0.008
Si	-8.086	2.73	18.883	0.048	-0.024	0.037
Si	5.442	5.398	19.122	0.025	0.028	0.015
Si	-8.2	8.048	19.011	0.003	0.028	0.006
Si	5.476	-5.418	19.042	-0.051	-0.039	0.044
Si	-8.217	-2.677	19.128	-0.018	-0.008	0.021
Si	-5.458	0.057	19.119	-0.014	-0.008	0.026
Si	-2.812	2.691	19.091	0.066	0.06	0.039
Si	-5.296	5.495	19.008	-0.002	-0.046	0.014
Si	-2.711	-8.101	19.089	-0.06	-0.009	0.014
Si	-5.502	-5.489	18.882	0.075	0.021	0.009
Si	-2.719	-2.689	18.865	-0.019	-0.005	0.038
Si	-1.406	1.374	20.464	0.019	0.01	0.004
Si	1.266	4.107	20.25	-0.004	-0.036	0.058
Si	-1.264	6.726	20.194	0	0.025	0.034
Si	1.429	-6.882	20.568	-0.061	-0.02	0.11
Si	-1.458	-3.94	20.396	0.027	0.028	0.021
Si	1.322	-1.234	20.461	0.008	-0.05	0.046
Si	4.16	1.262	20.348	-0.038	0.013	0.018
Si	-9.392	3.997	20.332	0.026	0.04	0.036
Si	3.98	6.774	20.388	-0.039	-0.075	0.049
Si	-9.596	9.388	20.352	0.029	0.012	0.033
Si	4.153	-4.163	20.562	-0.022	-0.006	0.042
Si	6.735	-1.341	20.576	0.02	0.017	0.071
Si	-6.813	1.507	20.43	0.021	0.063	0.036
Si	-4.056	4.147	20.519	0.026	0.009	-0.007
Si	-6.715	6.78	20.34	-0.008	0.031	0.046
Si	-4.14	-6.681	20.378	-0.025	-0.025	0.053
Si	-6.859	-4.187	20.281	-0.053	-0.057	0.055
Si	-4.032	-1.385	20.303	0.023	0.006	0.05
Si	-2.353	-0.443	21.688	0.015	-0.017	0.096
Si	-0.489	3.272	21.569	-0.251	0.027	-0.61
Si	-2.123	5.059	21.6	-0.008	-0.265	-0.533
Si	0.448	7.527	21.583	0.258	-0.017	-0.661
Si	-3.307	-4.803	21.567	-0.033	0.045	-0.005
Si	-0.572	-2.107	21.592	-0.129	0.172	-0.584
Si	2.761	0.105	21.835	0.284	-0.412	-0.282
Si	5.971	2.192	21.491	0.014	-0.048	-0.077
Si	2.162	5.818	21.563	-0.073	0.289	-0.617
Si	5.116	7.793	23.98	0.008	0.053	-0.712
Si	3.35	-6.084	21.759	0.077	-0.071	-0.559
Si	5.356	-2.69	22.024	-0.009	-0.026	0.052
Si	-8.589	0.544	21.661	0.021	-0.065	-0.058
Si	-5.857	3.253	21.79	0.002	-0.002	0.042
Si	-7.621	4.992	21.559	0.197	-0.351	-0.498
Si	-5.73	-7.842	21.67	0.175	-0.145	-0.756
Si	-8.05	-5.756	21.624	-0.07	0.171	-0.725
Si	-5.087	-3.177	21.388	0.278	-0.114	-0.511
Si	-5.071	-2.479	24.311	-0.019	-0.092	-0.147
Si	1.09	1.968	23.696	0.053	0.126	-0.046
Si	-8.003	-7.663	-6.162	-0.05	-0.012	0.014
Si	3.546	-7.297	-5.936	-0.12	0.084	0.042
Si	4.23	-5.77	24.666	-0.065	-0.095	-0.161
Si	-2.205	-4.303	-3.721	-0.036	-0.041	0.136
Si	-3.252	-4.897	23.893	-0.03	0.049	-0.719
Si	-10.452	2.782	23.709	-0.002	-0.256	-0.537
Si	2.82	5.734	24.583	-0.042	0.05	-0.146
Si	4.99	8.438	21.677	0.014	-0.05	0.031
Si	3.056	-2.943	-6.363	-0.045	0.007	-0.085
Si	3.668	-1.512	23.357	0.139	0.153	-0.651
Si	-8.095	0.894	23.95	-0.187	-0.143	-0.674
Si	-1.712	-3.494	28.221	0.089	-0.039	-0.06
Si	-9.201	5.483	24.153	-0.028	-0.005	-0.011
Si	-4.125	-7.777	24.23	0.034	0.004	-0.174
Si	6.553	-4.007	23.601	-0.205	0.28	-0.476
Si	0.835	-2.604	24.354	0.106	0.203	-0.128
Si	0.514	7.053	-1.693	-0.015	0.065	0.299
Si	-1.642	-7.291	-0.658	0.358	-0.13	0.68
Si	4.761	-1.443	-1.717	-0.029	0.012	0.123
Si	4.019	-6.969	-0.759	-0.136	0.111	0.58
Si	0.227	-6.997	27.272	0.035	-0.096	0.099
Si	-3.206	-0.012	23.886	0.288	-0.146	-0.695
Si	-8.08	4.385	26.843	0.033	-0.023	-0.006
Si	-2.601	4.407	-1.358	0.085	0.073	0.132
Si	5.196	-4.839	-5.302	-0.072	0.054	0.07
Si	-3.887	6.992	-0.66	0.009	-0.39	0.627
Si	2.319	-2.029	-3.701	0.012	-0.09	-0.006
Si	-6.03	2.066	-3.844	0.062	0.061	0.082
Si	-6.935	-5.141	27.988	-0.081	-0.01	-0.053
Si	0.249	6.417	26.352	0.049	0.01	-0.084
Si	-9.514	0.818	-1.647	-0.023	-0.039	0.041
Si	-0.467	-0.106	25.411	-0.081	-0.002	-0.025
Si	0.301	2.222	-4.782	0.044	-0.089	-0.117
Si	-1.476	6.981	23.888	0.178	-0.134	-0.239
Si	-4.424	3.621	-6.026	-0.037	-0.006	0.031
Si	-0.315	-0.917	-0.493	-0.376	-0.014	0.581
Si	-5.432	-0.941	-3.79	-0.003	-0.005	-0.015
Si	5.227	6.518	-0.721	0.071	0.093	0.183
Si	-0.602	4.662	-3.411	-0.001	0.027	0.068
Si	-9.099	-0.741	26.377	-0.8	0.014	-0.137
Si	4.909	-1.093	26.287	0.761	0.175	0.045
Si	-4.667	-5.996	-3.851	0.041	0.08	0.018
Si	3.43	2.994	25.464	0.013	-0.109	-0.082
Si	2.998	-5.855	27.533	0.112	0.037	-0.072
Si	-1.678	-1.026	1.411	0.402	-0.436	0.033
Si	-0.355	-0.43	-3.37	-0.062	0.008	-0.025
Si	-2.71	-0.764	-5.092	0.01	-0.011	-0.083
Si	-5.296	2.329	23.943	-0.202	0.264	-0.667
Si	-5.916	-3.551	-5.387	0.125	-0.069	0.101
Si	-2.362	5.887	-5.722	-0.028	-0.078	-0.065
Si	-4.334	7.08	26.861	0.003	-0.017	0.097
Si	-9.239	-3.393	-1.493	-0.033	0.034	0.078
Si	-9.853	5.877	-3.517	0.014	-0.032	0.047
Si	-7.693	-3.162	25.837	-0.01	-0.017	-0.093
Si	-3.626	-7.74	-6.028	-0.042	0.036	0
Si	0.818	-4.698	-3.178	0.012	0.078	0.067
Si	-5.271	2.743	-0.836	-0.046	0.02	0.069
Si	-9.132	1.768	28.158	-0.078	0.104	0.029
Si	0.527	-3.731	-0.263	0.326	-0.088	0.365
Si	-0.626	1.407	28.175	0.059	-0.065	-0.016
Si	-7.22	-1.177	-1.436	-0.085	0.056	0.074
Si	-8.332	-7.933	-3.327	0.022	0.034	0.026
Si	2.249	-7.277	-3.169	-0.009	0.061	0.078
Si	-10.717	7.023	-6.084	0.079	0.049	-0.058
Si	-6.019	-7.523	-1.434	0.04	-0.049	0.027
Si	4.104	1.422	27.977	0.034	-0.067	-0.059
Si	-10.303	-5.794	-2.643	-0.053	0.014	-0.009
Si	-0.579	-4.87	25.563	-0.106	0.108	-0.011
Si	-9.058	2.833	-3.952	-0.012	-0.102	0.054
Si	-5.012	4.147	26.588	-0.036	-0.079	-0.102
Si	-1.353	1.338	9.528	-0.017	-0.014	0.001
Si	1.371	4.061	9.531	-0.002	-0.019	0
Si	-1.349	6.813	9.532	0.004	0.012	-0.001
Si	1.371	-6.803	9.529	-0.016	0.002	0
Si	-1.353	-4.074	9.527	0.015	0.008	-0.003
Si	1.37	-1.359	9.517	-0.006	0.014	0
Si	4.072	1.368	9.507	-0.004	0.004	0.002
Si	6.777	4.081	9.511	-0.014	0.001	0.003
Si	4.096	6.79	9.517	0.016	-0.004	-0.004
Si	-9.511	-6.792	9.516	0.016	-0.003	0
Si	4.082	-4.065	9.503	-0.002	-0.001	0.002
Si	6.792	-1.368	9.508	-0.003	-0.008	-0.005
Si	-6.826	1.36	9.516	0.016	-0.001	-0.007
Si	-4.083	4.08	9.56	0.014	0.012	0.003
Si	-6.815	6.811	9.526	-0.009	-0.015	0.001
Si	-4.093	-6.796	9.53	-0.007	-0.021	-0.003
Si	-6.794	-4.08	9.517	-0.004	0.006	0
Si	-4.085	-1.375	9.522	-0.009	0.001	0.007
Si	-2.721	-0.016	10.883	0.01	-0.003	0
Si	0.009	2.703	10.887	0.004	0.004	0.001
Si	-2.707	5.447	10.89	0.002	-0.012	-0.005
Si	0.01	-8.152	10.893	0.007	-0.011	0
Si	-2.722	-5.433	10.883	-0.009	0.011	-0.007
Si	0.005	-2.714	10.88	-0.011	-0.004	0
Si	2.724	0.003	10.877	0.001	-0.001	0.004
Si	5.428	2.72	10.878	0.005	-0.006	0.001
Si	2.732	5.434	10.884	0.003	0.009	-0.003
Si	-10.872	-8.162	10.873	-0.005	-0.008	0
Si	2.727	-5.43	10.871	-0.01	-0.003	-0.004
Si	5.437	-2.72	10.877	0.005	0.003	0.001
Si	-8.173	-0.009	10.876	-0.002	-0.001	-0.004
Si	-5.461	2.712	10.882	-0.016	0.015	-0.002
Si	-8.175	5.439	10.869	0.003	0.002	-0.003
Si	-5.453	-8.152	10.889	0.003	-0.002	-0.001
Si	-8.156	-5.437	10.882	0.008	-0.001	0.004
Si	-5.438	-2.729	10.89	0.008	-0.002	0.005
Si	-1.363	-1.373	12.25	0.005	0	0
Si	1.362	1.343	12.252	-0.005	-0.001	0.002
Si	-1.339	4.086	12.237	-0.005	0.009	0.001
Si	1.374	-9.515	12.241	-0.016	-0.004	0
Si	-1.358	-6.79	12.243	0.005	-0.001	0.002
Si	1.368	-4.071	12.232	-0.003	0.003	-0.005
Si	4.085	-1.357	12.239	0.005	-0.005	-0.003
Si	6.787	1.351	12.234	0.005	0.002	0.004
Si	4.08	4.071	12.256	0.005	-0.002	0.01
Si	-9.516	-9.518	12.238	0.004	-0.009	0
Si	-12.244	-6.804	12.228	0.004	0.004	0
Si	6.787	-4.089	12.238	-0.001	0.003	-0.006
Si	-6.809	-1.366	12.239	0.002	0.003	0.003
Si	-4.083	1.357	12.228	-0.003	-0.001	-0.002
Si	-6.824	4.07	12.229	0.006	0.001	0.001
Si	-4.087	6.802	12.232	0.003	0.001	-0.004
Si	-6.797	-6.784	12.256	-0.008	-0.002	-0.001
Si	-4.073	-4.077	12.259	-0.006	-0.001	0.002
Si	0.004	-0.026	13.608	-0.023	-0.013	-0.002
Si	2.718	2.703	13.615	-0.01	-0.016	0.012
Si	0.019	5.449	13.6	0.019	0.014	-0.007
Si	2.721	-8.15	13.609	-0.001	-0.006	0.002
Si	0.004	-5.418	13.594	0.009	0.014	0.006
Si	2.728	-2.721	13.597	0.001	0.015	-0.008
Si	5.438	-0.003	13.609	0.007	0.006	-0.003
Si	8.148	2.705	13.594	-0.011	0	-0.01
Si	5.458	5.432	13.601	0.01	0.02	0.009
Si	-8.167	-8.147	13.6	0.022	0.008	0.005
Si	-10.898	-5.452	13.6	-0.008	-0.016	0
Si	8.143	-2.729	13.596	-0.016	-0.018	-0.002
Si	-5.442	0	13.591	0.01	0.004	0.007
Si	-2.712	2.725	13.573	0.026	0.024	0
Si	-5.457	5.432	13.57	-0.018	-0.02	-0.009
Si	-2.724	8.16	13.588	-0.028	-0.017	0.009
Si	-5.433	-5.428	13.622	0.026	0.01	-0.002
Si	-2.718	-2.72	13.632	0.002	-0.005	0
O	1.58	2.268	1.492	0.039	0.176	-0.455
O	3.234	4.096	1.882	-0.2	0.331	-0.31
O	-8.035	5.437	0.908	0.146	-0.123	-0.027
O	-3.637	-4.395	0.014	-0.144	-0.149	-0.404
O	-5.821	-1.105	-2.228	0.522	0.031	0.33
O	0.259	0.713	24.233	-0.173	-0.194	-0.174
O	-3.05	5.953	-1.59	0.021	0.166	-0.36
O	-7.567	-7.36	-4.627	0.702	0.033	0.028
O	-1.021	6.562	25.369	-0.184	-0.324	0.361
O	-5.106	3.365	25.175	0.375	0.269	0.186
O	-1.758	-4.928	24.484	0.237	-0.212	-0.424
O	-7.041	-0.837	0.132	-0.296	0.596	-0.087
O	2.009	1.427	22.486	-0.001	0.147	-0.02
O	2.434	5.244	23.086	0.043	-0.557	0.057
O	-2.585	8.139	23.998	0.129	0.309	-0.102
O	-4.242	5.549	26.373	0.573	-0.046	-0.12
O	3.731	7.052	24.417	-0.267	0.244	0.245
O	-6.91	-6.808	22.162	-0.163	-0.073	0.256
O	-9.406	4.393	-3.885	-0.173	0.085	-0.276
O	-3.139	-7.895	-0.69	-0.199	0.416	0.096
O	4.587	-6.084	-6.11	0.207	-0.141	-0.469
O	-5.708	-2.73	22.848	-0.614	0.021	0.119
O	0.79	-2.142	-0.554	0.544	-0.103	-0.051
O	-0.788	2.443	-5.967	0.028	0.182	-0.083
O	1.105	-1.07	-3.321	0.33	0.381	-0.035
O	-7.807	-2.674	-1.572	0.538	-0.554	-0.179
O	1.1	6.861	-0.182	0.102	-0.001	-0.216
O	4.282	-1.722	-0.189	-0.311	-0.382	-0.016
O	2.893	-6.595	-1.855	0.044	0.326	0.049
O	4.207	7.745	-0.917	-0.164	-0.425	-0.267
O	-10.349	4.403	23.791	-0.424	0.171	-0.035
O	-9.278	1.217	-0.102	0.55	-0.251	-0.004
O	-4.196	3.348	27.723	-0.156	-0.36	-0.064
O	1.426	-6.072	27.839	-0.177	0.259	0.462
O	-8.176	5.69	22.932	0.171	0.257	0.211
O	5.415	2.925	0.966	-0.273	-0.11	-0.374
O	-8.72	-3.274	24.591	0.01	0.414	-0.176
O	-1.48	-1.889	28.241	-0.195	0.191	-0.357
O	3.639	4.582	25.353	0.406	0.117	0.569
O	-7.523	-7.67	-1.974	-0.297	-0.169	0.566
O	-4.839	1.543	0.152	-0.16	-0.331	-0.068
O	2.712	-0.025	1.042	0.075	0.239	-0.358
O	-2.818	0.094	0.995	-0.042	-0.067	-0.168
O	-8.679	2.926	27.138	-0.282	-0.218	-0.338
O	-9.874	7.124	0.165	0.102	0.696	-0.001
O	-10.561	5.922	-2.093	-0.039	-0.328	-0.106
O	-4.908	2.91	-4.653	0.239	0.183	0.404
O	-8.093	-5.442	0.962	-0.263	-0.071	-0.527
O	-1.037	-0.687	-1.924	-0.599	-0.102	-0.202
O	-6.36	3.666	-0.06	-0.146	-0.056	-0.514
O	-0.186	7.592	23.108	0.135	0.098	0.366
O	-1.645	4.283	-0.051	0.524	-0.405	-0.293
O	-2.646	-3.564	-5.069	-0.166	0.003	-0.084
O	3.501	2.559	27.004	-0.129	0.272	0.227
O	-2.499	-3.562	-2.283	-0.143	0.546	-0.024
O	-10.601	7.348	28.17	-0.061	-0.417	-0.531
O	-5.504	7.21	27.957	-0.04	-0.167	0.463
O	-9.765	-7.19	-3.241	-0.168	-0.486	-0.214
O	-0.707	8.112	-1.611	-0.097	-0.077	-0.249
O	-0.225	1.134	-3.716	-0.477	0.167	0.505
O	-7.256	-3.867	-6.19	0.003	0.53	-0.341
O	-2.733	0.799	-5.428	-0.384	0.185	0.303
O	5.323	-6.127	-1.223	0.112	0.084	0.472
O	-9.879	2.198	-5.173	-0.016	-0.162	0.08
O	-7.508	-4.573	26.59	-0.035	-0.345	-0.26
O	-6.095	-6.914	0.057	0.488	0.191	0.044
O	5.319	-4.583	24.499	-0.034	0.14	0.291
O	3.223	-5.796	23.386	-0.479	0.234	0.213
O	-2.139	5.699	23.129	-0.285	-0.226	0.478
O	-8.303	4.889	25.338	0.233	0.044	-0.113
O	2.36	-2.39	23.848	-0.035	-0.449	-0.088
O	-1.095	-3.761	0.051	-0.215	0.249	0.595
O	-2.755	7.408	-5.353	0.007	-0.001	0.158
O	-8.89	-5.189	22.904	-0.108	-0.447	0.016
O	-9.702	-3.629	0.038	-0.414	0.26	-0.177
O	1.687	1.716	-5.437	0.118	-0.383	0.15
O	-6.254	-2.598	25.38	0.205	-0.101	0.367
O	3.276	-7.577	-4.367	0.025	-0.202	0.319
O	-8.472	-0.336	24.926	0.388	-0.469	-0.249
O	-6.113	-2.126	-4.651	-0.157	0.061	0.219
O	-2.036	-0.167	25.011	0.121	-0.07	0.364
O	2.632	-1.825	-5.275	0.032	0.365	-0.211
O	3.711	-7.228	28.014	-0.26	-0.464	-0.206
O	-5.42	-2.715	0.948	0.115	-0.096	-0.709
O	-6.504	4.386	27.155	-0.047	0.019	0.31
O	-9.097	-4.773	-2.315	0.895	-0.224	-0.199
O	2.015	-4.185	-6.417	-0.481	-0.08	0.579
O	0.704	-4.074	24.993	0.63	-0.197	0.387
O	4.507	5.269	-0.008	-0.162	-0.216	-0.188
O	0.306	-1.531	25.455	-0.202	-0.135	0.762
O	-8.35	-2.098	26.858	-0.138	0.013	0.727
O	3.313	-5.599	25.969	-0.459	0.04	-0.241
O	-9.079	2.147	24.328	0.177	0.273	0.553
O	-2.926	7.597	27.453	0.381	0.02	-0.512
O	-4.728	7.976	25.594	-0.256	0.235	-0.099
O	1.926	-3.59	-3.553	0.37	-0.244	0.301
O	-1.794	-5.828	-1.296	0.317	0.091	-0.493
O	0.495	0.483	-0.207	0.127	0.406	-0.366
O	-6.559	1.34	24.257	0.024	-0.208	0.391
O	1.499	5.956	25.464	-0.132	0.016	0.074
O	1.591	7.649	-2.728	0.367	-0.393	-0.269
O	-9.553	-4.767	-5.594	0.137	0.151	0.534
O	-0.201	-2.526	23.126	-0.108	-0.02	0.305
O	-9.512	8.091	-6.179	-0.124	0.309	-0.286
O	5.419	6.48	-4.579	-0.499	0.08	0.301
O	4.614	2.273	24.614	-0.121	-0.3	0.279
O	-3.833	-1.054	-3.97	0.37	-0.063	0.285
O	-4.175	-6.166	24.307	-0.497	0.102	0.166
O	0.057	3.062	23.115	-0.075	0.29	0.505
O	-5.938	0.512	-4.286	-0.12	-0.072	-0.193
O	-10.407	-2.492	-2.14	-0.191	-0.29	-0.367
O	-8.738	0.369	27.483	0.378	-0.171	0.395
O	-9.928	6.896	24.453	0.426	0.493	0.353
O	-1.781	2.476	27.887	-0.066	0.033	-0.557
O	-5.842	2.19	-2.234	0.07	-0.137	0.118
O	-3.096	-5.651	-3.679	0.319	-0.525	-0.235
O	-5.016	7.932	23.026	0.149	-0.575	0.241
O	4.384	-1.02	24.744	0.249	0.279	-0.028
O	-5.523	-4.694	-4.302	-0.292	0.139	0.454
O	0.065	5.646	-2.325	0.427	-0.26	0.346
O	5.391	0.047	-1.812	-0.392	0.304	-0.229
O	-8.275	-0.131	-2.077	0.148	-0.039	-0.328
O	4.617	-2.565	26.935	-0.191	-0.16	-0.031
O	-8.529	6.8	-3.509	0.617	-0.214	-0.156
O	-0.173	-6.401	25.83	0.212	-0.528	-0.376
O	-1.02	-4.166	26.951	0.25	-0.14	0.237
O	-5.221	-6.56	-2.449	0.212	0.196	0.118
O	1.206	-6.168	-3.701	-0.369	-0.041	-0.517
O	1.984	2.593	24.871	-0.227	-0.041	0.301
O	5.009	-5.092	-3.706	-0.453	-0.04	0.167
O	-4.389	-1.024	24.342	-0.231	0.115	0.485
O	-6.426	-6.65	27.732	0.285	0.045	-0.709
O	0.736	-4.648	-1.567	0.268	-0.374	0.037
O	4.099	2.183	-6.324	-0.072	0.071	0.494
O	-3.281	-3.834	28.2	-0.271	-0.1	-0.647
O	-9.509	2.128	-2.573	-0.384	0.163	0.109
O	0.486	3.617	-3.987	0.352	0.106	0.141
O	0.686	7.802	27.063	0.694	-0.119	0.042
O	4.109	0.015	27.175	-0.394	-0.119	-0.1
O	-0.613	-4.429	-3.847	0.056	0.203	-0.508
O	-4.71	-7.124	-5.012	-0.58	-0.121	0.018
O	-0.259	0.62	26.824	0.163	0.035	0.168
O	-0.187	5.409	27.539	0.213	-0.282	-0.339
O	3.555	-1.63	-2.757	0.03	0.238	-0.107
O	-3.909	1.465	23.863	0.368	0.249	0.113
O	-3.933	-3.589	24.571	0.281	-0.068	0.152
O	-5.343	7.318	-1.309	-0.185	-0.334	-0.147
O	-1.257	5.445	-4.648	0.099	0.28	-0.081
O	4.488	-3.501	-5.849	0.185	0.448	0.168
O	-1.796	3.873	-2.641	-0.197	-0.621	-0.27
O	5.112	-7.127	24.794	0.489	0.018	0.528
O	-3.951	3.589	-1.14	0.021	-0.073	0.167
O	-3.744	5.04	-5.646	-0.485	0.308	0.152
O	-8.895	5.402	27.754	-0.204	-0.057	0.095
O	-1.261	-1.155	-4.491	0.127	-0.302	-0.223
O	-1.083	-6.947	28.228	-0.043	0.516	0.335
O	-7.484	2.643	-4.217	0.085	0.265	-0.362

Results
total energy: -107355.404 eV
total energy less fixed offsets of O -438.25, Si -107.07 eV per atom: -4.954 eV
